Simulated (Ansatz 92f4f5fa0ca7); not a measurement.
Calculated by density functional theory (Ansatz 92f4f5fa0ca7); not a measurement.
Periodic cell of 226 atoms, Si134O92, from a study of silicon, its oxide and their interface. The atomic structure is a simulated model.
Doubt: the cutoff is far below the 930 eV that the study's wrapper takes by default for these files, so forces and energies are approximate.
This geometry differs little from another in the collection (a relaxation step or a small displacement).

Settings
functional: PBE
potential files: Ansatz PAW
basis: plane waves
wave-function cutoff: 580 eV
density cutoff ratio: 5
exchange-correlation grid ratio: 1
k mesh: 1 x 1 x 1, Gamma-centred
self-consistency stop: 5e-08 eV per atom in the density residual
occupations: fixed
spin: none
net charge: 0

Cell vectors (angstrom)
a  10.938  0  0
b  0  10.938  0
c  0  0  32.4591

Atoms: element, x, y, z (angstrom)
Si  0.3215  -0.4365  25.0062
Si  5.6343  -0.1833  24.7907
Si  2.4879  2.9755  25.2752
Si  8.1299  3.0343  24.7704
Si  0.3757  5.32  24.8697
Si  5.8012  5.1945  25.1352
Si  2.5991  8.228  25.0905
Si  7.8634  8.4614  24.9989
Si  1.2957  1.2927  26.3621
Si  6.9012  1.3872  26.0972
Si  4.144  4.1179  26.4419
Si  9.6378  4.1811  26.1745
Si  1.3765  6.7886  26.4096
Si  6.8718  6.8421  26.3976
Si  4.1563  9.5718  26.2497
Si  9.537  9.536  26.2773
Si  2.767  -0.016  27.6695
Si  8.2062  0.0322  27.6178
Si  -0.0499  2.7406  27.6542
Si  5.527  2.663  27.6543
Si  2.7682  5.4733  27.754
Si  8.2728  5.4648  27.6754
Si  -0.0364  8.1882  27.6911
Si  5.4545  8.2016  27.6916
Si  4.1018  1.3673  29.0408
Si  9.5708  1.3673  29.0408
Si  1.3673  4.1018  29.0408
Si  6.8362  4.1018  29.0408
Si  4.1018  6.8362  29.0408
Si  9.5708  6.8362  29.0408
Si  1.3673  9.5708  29.0408
Si  6.8362  9.5708  29.0408
Si  0  0  30.4081
Si  5.469  0  30.4081
Si  2.7345  2.7345  30.4081
Si  8.2035  2.7345  30.4081
Si  0  5.469  30.4081
Si  5.469  5.469  30.4081
Si  2.7345  8.2035  30.4081
Si  8.2035  8.2035  30.4081
Si  1.3673  1.3673  31.7753
Si  6.8362  1.3673  31.7753
Si  4.1018  4.1018  31.7753
Si  9.5708  4.1018  31.7753
Si  1.3673  6.8362  31.7753
Si  6.8362  6.8362  31.7753
Si  4.1018  9.5708  31.7753
Si  9.5708  9.5708  31.7753
Si  2.7345  0  0.6835
Si  8.2035  0  0.6835
Si  0  2.7345  0.6835
Si  5.469  2.7345  0.6835
Si  2.7345  5.469  0.6835
Si  8.2035  5.469  0.6835
Si  0  8.2035  0.6835
Si  5.469  8.2035  0.6835
Si  4.1018  1.3673  2.0507
Si  9.5708  1.3673  2.0507
Si  1.3673  4.1018  2.0507
Si  6.8362  4.1018  2.0507
Si  4.1018  6.8362  2.0507
Si  9.5708  6.8362  2.0507
Si  1.3673  9.5708  2.0507
Si  6.8362  9.5708  2.0507
Si  0  0  3.418
Si  5.469  0  3.418
Si  2.7345  2.7345  3.418
Si  8.2035  2.7345  3.418
Si  0  5.469  3.418
Si  5.469  5.469  3.418
Si  2.7345  8.2035  3.418
Si  8.2035  8.2035  3.418
Si  1.3238  1.4276  4.7753
Si  6.8089  1.3708  4.7848
Si  4.1206  4.0756  4.8209
Si  9.5748  4.1179  4.7725
Si  1.3882  6.8135  4.8464
Si  6.7429  6.9429  4.7104
Si  4.0712  9.6025  4.8287
Si  9.6123  9.4951  4.7122
Si  2.7048  0.096  6.1528
Si  8.1953  -0.1034  5.9726
Si  -0.0448  2.7619  6.2177
Si  5.482  2.7059  6.2524
Si  2.7622  5.4314  6.2493
Si  8.1431  5.5733  5.9308
Si  -0.0297  8.1763  6.2021
Si  5.4432  8.2506  6.2398
Si  3.8519  1.5998  7.614
Si  9.6423  1.0743  7.3137
Si  1.5748  3.8456  7.5869
Si  6.7448  4.3872  7.3333
Si  4.4342  6.5396  7.5322
Si  9.1962  7.0354  7.4065
Si  1.0497  9.9178  7.3698
Si  7.1071  9.4131  7.4956
O  5.6007  5.4258  7.9398
O  -0.1194  0.049  7.9031
O  2.7099  2.7254  8.102
O  8.1673  8.2187  7.9852
O  1.4859  9.3743  24.6867
O  6.8765  4.0982  24.4884
O  6.7699  9.5877  24.4221
O  1.4247  4.0549  24.5964
O  6.6605  10.2839  8.8382
O  0.8449  4.485  8.9355
O  1.8115  9.3429  8.7167
O  7.7936  3.9696  8.5462
O  9.563  6.0359  8.6718
O  4.4831  0.9023  8.9836
O  3.9198  7.092  8.9933
O  8.5504  1.4747  8.4989
O  4.9522  0.3586  23.3441
O  8.8668  2.6706  23.3073
O  11.0651  6.0573  23.3869
O  5.27  6.0196  23.8324
O  8.4646  7.7425  23.6554
O  3.3877  2.2399  24.1414
O  2.995  7.375  23.7251
O  10.8128  -0.0879  23.4612
Si  5.8214  20.4657  16.9907
Si  6.5671  12.7598  11.8377
Si  14.6874  8.9307  18.9389
Si  4.578  7.3462  13.1023
Si  13.4566  5.0411  13.9448
Si  -2.952  2.7208  19.4029
Si  13.2683  5.4231  16.9462
Si  3.429  3.9001  21.2279
Si  -0.1827  4.7634  12.5938
Si  9.8074  6.2714  15.2155
Si  5.8524  4.841  19.3927
Si  8.1387  2.7035  9.4887
Si  9.5583  2.035  11.9931
Si  14.9687  7.9331  10.3735
Si  4.9262  3.2676  14.2616
Si  11.1332  9.0545  14.8419
Si  14.6224  1.3073  22.8644
Si  -0.0718  5.6815  9.5806
Si  11.7225  0.4045  22.1903
Si  6.8307  7.4077  15.2256
Si  9.8074  2.7772  21.9458
Si  13.7573  -1.0861  13.759
Si  4.089  0.8107  15.796
Si  10.6242  5.8077  21.8123
Si  5.7034  7.6367  20.6513
Si  2.0563  11.4728  18.0954
Si  11.2186  10.1954  12.1842
Si  8.013  10.8911  18.4796
Si  10.3083  9.506  20.2377
Si  12.596  3.3682  18.9199
Si  1.18  7.2027  19.3164
Si  12.2171  8.5012  10.0034
Si  10.0049  14.5379  17.2058
Si  5.3278  5.2985  16.5073
Si  8.5138  7.8013  22.0362
Si  3.9713  6.3439  22.9278
Si  5.4197  -0.1731  9.8017
Si  10.333  0.6129  16.6486
O  13.3331  0.3784  22.4795
O  6.9345  9.72  18.1674
O  7.0526  8.1178  21.4102
O  8.6128  3.3177  18.0044
O  2.7464  11.907  16.6917
O  4.8068  13.1399  15.456
O  6.799  2.627  10.4286
O  8.8045  11.2993  17.1192
O  9.4207  2.7213  10.5067
O  16.9417  7.1444  13.8509
O  2.0219  3.9386  20.3979
O  10.5877  9.1626  13.2953
O  4.6179  9.4105  10.1287
O  5.6005  4.5284  15.0745
O  10.431  2.2467  16.3197
O  9.6136  8.8939  21.572
O  11.6897  7.0674  9.5139
O  11.1857  1.9161  21.9924
O  8.3612  17.916  15.0525
O  8.9959  2.3161  20.6138
O  8.056  1.592  12.5061
O  13.8447  -0.6233  18.8389
O  1.7536  16.1239  15.4129
O  14.8749  2.3933  21.658
O  10.5838  -0.4595  15.4495
O  5.246  10.9849  16.6153
O  6.5692  19.8925  15.6615
O  -0.5386  5.3016  11.0954
O  14.5709  0.1593  14.3902
O  11.4831  -0.472  20.8359
O  14.3666  3.7006  13.8038
O  10.248  14.1637  12.8699
O  10.0825  16.6347  13.7268
O  0.493  11.1109  17.7897
O  7.2569  12.229  19.0489
O  4.5114  4.4898  20.1968
O  -7.0974  16.905  16.6819
O  12.7802  -1.8292  14.8551
O  11.0683  3.7154  18.4587
O  5.6821  4.4185  17.8245
O  2.5622  14.938  17.7146
O  4.5218  8.6554  17.5086
O  4.9808  8.9591  20.0108
O  4.0057  8.8543  13.2908
O  4.8633  7.105  11.5073
O  14.3896  6.3372  13.6854
O  11.099  9.3989  10.7695
O  2.529  8.1559  10.9795
O  3.2497  4.9358  22.4886
O  7.0257  3.8901  19.9955
O  12.3639  4.8846  12.7641
O  10.4756  0.696  12.0495
O  10.992  8.4023  19.2147
O  9.8851  5.0052  16.3129
O  11.6935  6.3914  20.6903
O  10.4082  4.2348  21.6394
O  10.7465  7.6111  15.5323
O  6.123  17.3874  19.5847
O  12.7963  10.4564  12.5749
O  9.1205  6.3882  21.515
O  5.708  2.6727  12.945
O  6.3377  -4.3882  16.508
O  2.0193  12.7398  19.0924
O  9.1249  10.317  19.5031
O  5.8655  0.4408  11.2784
O  4.5497  7.0794  21.6277
O  12.2609  6.3348  17.9006
O  13.6358  7.7935  19.4421

Results
free energy: -137508.733 eV
free energy less fixed offsets of O -568.88, Si -635.61 eV per atom: -0.033 eV

Forces (eV/angstrom), in the order of the atoms: element, x, y, z
Si  0.0825  -0.0808  -0.1074
Si  0.0974  -0.0561  -0.0654
Si  -0.0437  0.0703  -0.0396
Si  -0.1108  0.0482  -0.0674
Si  0.098  -0.0955  -0.2135
Si  0.1612  -0.0892  -0.0786
Si  -0.1148  0.1137  -0.0292
Si  -0.1022  0.121  -0.1488
Si  0.013  0.0285  -0.0062
Si  0.0085  0.0146  0.0155
Si  -0.0276  -0.0255  0.0086
Si  -0.0767  -0.0127  0.0786
Si  -0.0027  0.0135  0.0965
Si  -0.0256  -0.0266  0.0244
Si  0.0103  -0.0174  0.0027
Si  0.0187  0.0073  0.0507
Si  -0.0333  -0.041  -0.0386
Si  -0.0284  0.0101  -0.0303
Si  0.0216  0.0186  -0.0438
Si  0.0513  0.0641  -0.0445
Si  -0.0566  -0.0337  -0.0399
Si  -0.0037  -0.0291  -0.0569
Si  0.038  -0.0187  -0.0759
Si  0.0393  0.0419  -0.0182
Si  0.2363  -0.189  -0.0007
Si  -0.3306  0.1543  -0.0332
Si  -0.1118  -0.2527  0.0252
Si  0.2758  -0.1653  -0.2574
Si  0.0308  0.3562  0.5566
Si  0.0755  -0.0993  0.4308
Si  0.0568  -0.0863  -0.1255
Si  0.0896  0.1925  -0.2259
Si  0.0409  0.0274  -0.0669
Si  -0.0281  0.0127  0.0181
Si  -0.0452  0.0153  -0.0387
Si  -0.0092  -0.0169  0.0254
Si  -0.0076  0.0716  0.0284
Si  0.0039  0.0488  -0.0492
Si  -0.0027  -0.0337  0.0413
Si  0.0167  -0.0106  -0.0272
Si  0.0171  -0.0459  -0.0054
Si  0.0301  0.023  -0.0252
Si  0.006  0.011  -0.0119
Si  -0.0223  -0.0323  -0.0385
Si  0.0403  -0.0434  -0.0232
Si  0.0098  0.0044  -0.005
Si  -0.0166  0.0103  -0.0265
Si  -0.0182  -0.0124  -0.0166
Si  0.0401  -0.0267  0.0052
Si  -0.0724  0.0541  -0.0065
Si  0.0028  0.0408  0.0343
Si  -0.0134  -0.0216  0.0364
Si  -0.0698  0.0806  -0.0066
Si  0.0802  -0.0255  -0.0036
Si  0.0013  -0.0129  0.0278
Si  -0.0316  0.0037  0.0375
Si  -0.0843  -0.0422  0.0254
Si  -0.0261  -0.0978  0.0032
Si  0.1207  0.048  0.0005
Si  0.0376  0.0643  0.0224
Si  -0.0256  -0.1526  -0.0056
Si  -0.1323  -0.0188  0.0003
Si  0.0132  0.0767  0.0119
Si  0.1469  0.0115  -0.0286
Si  0.1287  0.0252  -0.1663
Si  -0.1967  -0.0331  0.0687
Si  0.0191  0.1842  -0.0156
Si  -0.0416  -0.0043  0.092
Si  0.2764  0.0636  0.089
Si  -0.3359  -0.016  -0.1013
Si  -0.0417  -0.0275  0.3863
Si  -0.104  -0.0102  -0.7375
Si  0.0014  -0.0248  0.0071
Si  0.0058  -0.0295  0.0363
Si  -0.0094  0.0222  -0.0075
Si  -0.0103  0.0151  0.0264
Si  -0.028  0.0171  0.0283
Si  -0.0222  0.0098  0.0265
Si  0.0274  -0.0213  0.0306
Si  0.0157  0.0045  0.0327
Si  -0.0244  0.057  -0.0453
Si  0.0287  -0.0352  -0.0593
Si  0.027  0.0012  -0.0371
Si  -0.0234  0.0067  -0.0415
Si  0.0114  -0.0608  -0.0163
Si  -0.0314  0.0101  -0.0423
Si  0.0228  0.0239  -0.078
Si  0.0165  -0.0238  -0.0472
Si  -0.1058  0.0516  0.0855
Si  0.0263  -0.1091  0.1463
Si  0.1119  -0.0574  0.0468
Si  -0.0221  0.1315  0.1383
Si  0.1309  -0.0838  0.116
Si  -0.1307  0.0736  0.1483
Si  -0.0883  0.0649  0.1273
Si  0.0841  -0.074  0.1059
O  -0.0273  0.0132  -0.0958
O  0.0068  0.0214  -0.0818
O  -0.0079  0.0052  -0.0718
O  0.013  -0.0019  -0.0729
O  0.0455  -0.0445  0.0905
O  0.0611  -0.033  0.0749
O  -0.0709  0.0511  0.0933
O  -0.05  0.0059  0.0759
O  -0.0045  -0.0098  -0.0598
O  -0.011  0.0157  -0.0417
O  -0.0317  0.0241  -0.0849
O  -0.0189  -0.0022  -0.0688
O  0.0416  0.0236  -0.0749
O  0.0004  -0.0022  -0.06
O  0.0204  -0.0331  -0.091
O  0.024  0.0183  -0.0635
O  0.0045  -0.0059  0.0304
O  0.031  0.0078  0.0149
O  -0.0109  -0.0219  0.0821
O  -0.0499  -0.0312  0.0674
O  -0.0077  0.0015  0.0797
O  -0.0028  -0.0013  0.0248
O  0.0183  -0.0098  0.0093
O  -0.0062  0.0042  0.1088
Si  -0.0157  -0.0018  0.0355
Si  0.0766  -0.0046  0.0463
Si  -0.0098  0.0058  0.0104
Si  -0.022  0.0146  0.0098
Si  -0.0034  0.0132  0.0036
Si  -0.0143  -0.0043  0.0235
Si  0.0084  -0.0105  0.0181
Si  0.0213  0.0216  -0.0688
Si  -0.0156  -0.0692  0.0436
Si  0.0306  -0.0309  -0.0053
Si  0.0108  0.0028  0.0168
Si  0.0245  -0.0093  0.0877
Si  -0.0075  -0.0274  0.0413
Si  0.0111  -0.0062  0.0584
Si  0.0054  -0.0133  -0.0281
Si  0.0078  0.017  -0.0146
Si  0.0055  0.0134  -0.0173
Si  -0.0396  0.0075  0.0792
Si  -0.0189  0.0384  -0.0996
Si  -0.0355  -0.0108  0.017
Si  0.0247  0.0933  -0.0923
Si  -0.0266  -0.0026  -0.0033
Si  -0.0287  -0.0132  0.0007
Si  -0.0223  -0.1036  -0.0771
Si  0.0357  -0.0168  -0.0244
Si  0.0029  -0.0001  0.0235
Si  -0.021  0.0496  0.0106
Si  0.0144  0.0102  0.0352
Si  -0.0094  -0.0207  -0.0269
Si  -0.002  0.006  0.017
Si  -0.0134  0.0381  0.0135
Si  -0.029  0.0166  0.1188
Si  0.0189  -0.0129  0.0353
Si  -0.001  -0.0177  0.0392
Si  -0.0229  0.0111  -0.0857
Si  0.0243  -0.0255  -0.1179
Si  0.0175  0.0012  0.0697
Si  0.0107  0.0016  0.0246
O  0.0053  -0.0076  0.034
O  -0.0091  -0.0088  -0.0242
O  -0.0058  -0.0132  0.0378
O  0.0065  -0.0113  0.0063
O  0.0128  0.007  -0.0139
O  0.0004  -0.0066  0.0194
O  0.0003  -0.0089  -0.0563
O  -0.0019  0.0063  -0.0212
O  -0.0254  0.0041  -0.0595
O  0.0106  -0.0049  -0.0127
O  0.0044  -0.0099  0.021
O  0.0065  -0.0113  0.0087
O  0.0044  0.0093  -0.0259
O  -0.0016  -0.007  -0.0097
O  -0.009  -0.0155  -0.0195
O  0.0018  0.0087  0.0384
O  -0.0056  -0.0196  -0.0555
O  -0.0236  0.0225  0.0447
O  -0.0015  0.0123  -0.0031
O  0.0152  0.0349  0.0483
O  -0.0091  0  -0.0205
O  0.0004  0.0077  -0.012
O  0.0025  0.0078  0.0135
O  0.0004  -0.0243  0.0339
O  -0.0038  -0.0014  -0.0013
O  0.0092  0.0016  -0.0102
O  0.0073  -0.0043  -0.0105
O  0.0238  0.0251  -0.0439
O  0.0094  0.0066  0.0103
O  0.0123  0.0117  0.0467
O  0.0146  -0.0092  0.0098
O  0.0103  0.0286  -0.0192
O  -0.0026  0.0209  -0.0029
O  -0.0022  -0.0009  -0.0024
O  0.0215  0.0096  -0.0019
O  -0.0199  -0.0053  0.0269
O  -0.0086  0.0013  -0.0041
O  -0.0081  -0.0119  0.0028
O  0.0085  0.0056  -0.0167
O  -0.0106  -0.0022  -0.0346
O  0  0.0077  -0.0202
O  0.0145  0.0055  -0.0169
O  -0.0016  -0.0336  0.0175
O  0.0042  -0.0029  -0.0014
O  -0.0018  0.0059  -0.0011
O  0.003  -0.0029  -0.0093
O  0.0197  -0.0323  -0.0409
O  -0.0017  -0.0121  -0.0315
O  0.0213  0.0686  0.0549
O  0.0072  -0.0092  0.0086
O  -0.0028  0.0133  -0.0052
O  0.0058  -0.0191  -0.0176
O  0.0009  -0.011  0.0146
O  -0.0083  0.0095  -0.0051
O  -0.0123  -0.0186  0.0487
O  -0.0401  -0.0488  0.0787
O  -0.0164  -0.0001  -0.0035
O  -0.0206  0.015  0.0334
O  0.0123  -0.0154  0.0007
O  -0.0017  -0.0107  0.0477
O  -0.0278  0.0251  0.0283
O  0.009  0.0148  -0.0173
O  -0.0038  0.0104  -0.0009
O  -0.007  -0.0019  0.0019
O  -0.0284  -0.0284  -0.057
O  0.0033  -0.0184  0.0525
O  0.0202  -0.0056  -0.0019
O  -0.0052  -0.0071  -0.0081

The program warned: the cutoff lies below the one the program advises for these potential files; the exchange-correlation potential is rough where the density is thin.
